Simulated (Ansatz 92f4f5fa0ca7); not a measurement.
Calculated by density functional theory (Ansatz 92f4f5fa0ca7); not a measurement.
Periodic cell of 221 atoms, Si132O88H1, from a study of silicon, its oxide and their interface. The atomic structure is a simulated model.
Doubt: the cutoff is far below the 930 eV that the study's wrapper takes by default for these files, so forces and energies are approximate.
This geometry differs little from another in the collection (a relaxation step or a small displacement).

Settings
functional: PBE
potential files: Ansatz PAW
basis: plane waves
wave-function cutoff: 580 eV
density cutoff ratio: 5
exchange-correlation grid ratio: 1
k mesh: 1 x 1 x 1, Gamma-centred
self-consistency stop: 5e-08 eV per atom in the density residual
occupations: fixed
spin: none
net charge: +1 e, with a uniform compensating background and no finite-size correction

Cell vectors (angstrom)
a	10.938	0	0
b	0	10.938	0
c	0	0	32.791

Atoms and the computed forces on them: element, x, y, z (angstrom), force x, y, z (eV/angstrom)
Si	-0.2339	0.3481	25.2768	0.0083	-0.0074	0
Si	5.7742	-0.1514	25.3167	-0.0239	0.0228	0.0368
Si	2.5356	3.0874	25.3338	0.0044	-0.0033	-0.008
Si	8.4804	2.6011	25.2273	-0.022	0.0269	0.0309
Si	0.3039	5.3101	25.3175	-0.0205	0.0242	0.0404
Si	5.2059	5.8005	25.411	-0.0004	0.0028	-0.055
Si	3.0041	8.0395	25.343	-0.0188	0.0199	0.0413
Si	7.9889	8.5496	25.3439	0.0068	-0.0083	0
Si	1.3704	1.4572	26.6037	0.0031	-0.0062	0.0087
Si	6.9052	1.4452	26.6133	0.0006	-0.0029	-0.0104
Si	4.086	4.1923	26.7066	0.0063	-0.0107	0.0063
Si	9.6186	4.1508	26.5999	0.0046	-0.0031	-0.007
Si	1.4097	6.8915	26.6618	0.0044	-0.0036	-0.0095
Si	6.8481	6.9309	26.6472	0.0076	-0.0027	0.0094
Si	4.1554	9.6379	26.6262	0.0026	-0.0064	-0.0072
Si	9.5817	9.6856	26.6377	0.0062	-0.0085	0.0078
Si	2.7183	0.0303	27.9667	-0.0026	-0.0005	0.0071
Si	8.1926	0.0427	28.0304	-0.0036	0.0024	0.0116
Si	-0.0119	2.7592	28.0159	-0.0047	0.006	0.0022
Si	5.4676	2.7524	27.986	-0.0049	0.0027	0.008
Si	2.707	5.5051	28.0651	-0.004	0.0106	0.0143
Si	8.2	5.4873	27.9695	-0.0016	-0.0017	0.0092
Si	-0.0188	8.2394	27.9826	-0.0024	0.0002	0.0064
Si	5.4574	8.2374	28.0338	-0.0123	0.0009	0.0053
Si	4.1018	1.3673	29.3727	-0.0267	0.0195	-0.2213
Si	9.5708	1.3673	29.3727	0.0523	0.1464	0.2254
Si	1.3673	4.1018	29.3727	-0.1611	0.0221	0.2982
Si	6.8362	4.1018	29.3727	0.058	0.0904	-0.1952
Si	4.1018	6.8362	29.3727	0.0402	0.1863	0.3267
Si	9.5708	6.8362	29.3727	-0.0317	0.0574	-0.2231
Si	1.3673	9.5708	29.3727	0.0248	0.1229	-0.2196
Si	6.8362	9.5708	29.3727	0.0186	0.1836	0.2028
Si	0	0	30.74	0.032	0.0336	-0.0231
Si	5.469	0	30.74	0.0645	-0.044	-0.0017
Si	2.7345	2.7345	30.74	0.0131	0.04	-0.0121
Si	8.2035	2.7345	30.74	0.0888	0.0018	-0.004
Si	0	5.469	30.74	0.0591	-0.0367	0.0083
Si	5.469	5.469	30.74	0.0219	0.0449	-0.0203
Si	2.7345	8.2035	30.74	0.0661	0.0021	-0.0095
Si	8.2035	8.2035	30.74	0.0135	0.0293	-0.0206
Si	1.3673	1.3673	32.1072	-0.027	-0.0458	-0.0107
Si	6.8362	1.3673	32.1072	-0.0431	0.014	-0.0222
Si	4.1018	4.1018	32.1072	-0.0005	0.0068	-0.0073
Si	9.5708	4.1018	32.1072	-0.0765	0.0348	-0.0159
Si	1.3673	6.8362	32.1072	0.0035	0.0438	-0.0321
Si	6.8362	6.8362	32.1072	-0.0016	-0.0015	-0.0079
Si	4.1018	9.5708	32.1072	-0.0657	0.0237	-0.0249
Si	9.5708	9.5708	32.1072	0.009	-0.0017	-0.0152
Si	2.7345	0	0.6835	0.0723	-0.0603	0.0075
Si	8.2035	0	0.6835	0.0014	-0.0102	0.0015
Si	0	2.7345	0.6835	0.0515	0.0184	0.0226
Si	5.469	2.7345	0.6835	0.0094	-0.0046	0.0438
Si	2.7345	5.469	0.6835	-0.0751	0.0421	-0.0118
Si	8.2035	5.469	0.6835	0.0809	-0.04	0.0061
Si	0	8.2035	0.6835	0.0224	-0.0365	0.0334
Si	5.469	8.2035	0.6835	0.0354	0.0152	0.0169
Si	4.1018	1.3673	2.0507	-0.0886	-0.054	0.0374
Si	9.5708	1.3673	2.0507	-0.0854	-0.1264	-0.0001
Si	1.3673	4.1018	2.0507	0.0625	0.0298	-0.029
Si	6.8362	4.1018	2.0507	-0.0153	0.0687	0.0324
Si	4.1018	6.8362	2.0507	-0.1105	-0.0822	0.0233
Si	9.5708	6.8362	2.0507	-0.1521	-0.0058	-0.0004
Si	1.3673	9.5708	2.0507	-0.0038	0.1148	-0.0046
Si	6.8362	9.5708	2.0507	-0.0337	-0.0488	0.0013
Si	0	0	3.418	0.3085	0.128	-0.5127
Si	5.469	0	3.418	0.1163	0.0304	0.0264
Si	2.7345	2.7345	3.418	0.05	0.3813	-0.2069
Si	8.2035	2.7345	3.418	-0.1065	-0.0296	0.4062
Si	0	5.469	3.418	-0.0002	-0.3458	0.1915
Si	5.469	5.469	3.418	-0.0968	-0.3597	0.2216
Si	2.7345	8.2035	3.418	0.0576	-0.1591	0.2037
Si	8.2035	8.2035	3.418	-0.2822	-0.472	-0.6832
Si	1.3025	1.461	4.7348	-0.006	0.0156	-0.007
Si	6.8215	1.3451	4.8363	0.0014	0.0045	-0.0045
Si	4.1452	3.9963	4.8575	0.0017	0.0078	0.0108
Si	9.5687	4.0728	4.8471	0.0065	0.001	-0.0092
Si	1.4159	6.7472	4.7962	0.0156	0.0001	0.0016
Si	6.8341	6.8162	4.7784	-0.0008	-0.0012	0.0008
Si	4.1132	9.5759	4.7819	0.0002	-0.0086	-0.0032
Si	9.6226	9.4886	4.6488	-0.0003	-0.0048	-0.0038
Si	2.6607	0.0601	5.9801	0.0067	-0.0172	-0.0194
Si	8.2692	-0.136	5.9666	-0.0028	0.001	0.0008
Si	-0.0557	2.6652	6.287	0.0044	0.0054	0.0153
Si	5.3716	2.4976	6.3994	0.0093	-0.0078	-0.0231
Si	2.7444	5.3463	6.2328	0.0061	0.0082	-0.0041
Si	8.0711	5.3284	6.1841	0.006	0.0065	-0.007
Si	-0.1173	8.0305	6.0219	-0.0017	-0.0118	-0.0107
Si	5.4768	8.1934	6.1609	-0.0032	0.0019	0.0085
Si	3.6473	1.278	7.7746	0.0109	0.0263	0.0621
Si	9.7789	0.8633	7.4356	-0.0138	0.0305	-0.0115
Si	1.6073	3.725	7.6042	-0.025	0.0255	-0.0201
Si	6.4957	4.1833	7.6124	0.0002	0.0016	0.0039
Si	4.3955	6.5542	7.4423	-0.0152	0.0031	-0.0203
Si	9.2473	6.9282	7.4033	0.0022	-0.0141	-0.0018
Si	1.0634	9.7302	7.0244	0.0095	-0.0105	-0.0039
Si	7.1881	9.2879	7.3734	-0.0048	-0.0047	0.0005
O	1.4078	4.1838	24.7974	0.0162	-0.0185	-0.0128
O	6.856	9.6369	24.8014	0.0139	-0.0129	-0.0123
O	2.6599	2.5613	8.1781	0.014	-0.0278	0.0008
O	8.2203	8.1125	7.949	-0.0062	0.0098	0.0022
O	5.4582	5.4147	7.9473	-0.005	0.0016	0.0158
O	0.0482	-0.2028	7.8892	0.0124	-0.0104	0.0174
O	4.0963	6.8978	24.844	0.0302	-0.0312	-0.0061
O	9.5726	1.4451	24.7346	0.0158	-0.0151	-0.0115
O	2.2548	9.0038	7.9038	0.0137	-0.0498	0.0524
O	0.971	4.4049	8.9839	-0.0126	0.0776	0.0242
O	8.8796	1.1345	8.8154	-0.0062	-0.0013	0.0102
O	6.8123	10.2254	8.7017	0.0007	0.0036	-0.003
O	3.8934	0.4027	9.2476	-0.002	-0.0095	-0.0242
O	3.9737	7.2591	8.8992	-0.129	0.0345	0.0257
O	6.9087	3.6907	9.1516	0.0039	-0.0001	0.0011
O	9.9163	6.1661	8.7052	0.0621	-0.035	0.0457
O	3.2835	2.478	23.9992	-0.0024	0.004	0.0103
O	5.1702	0.5779	23.9689	-0.0009	0.0029	-0.0134
O	7.8608	3.3312	23.8663	-0.009	0.0089	-0.0131
O	10.6073	6.0213	23.9739	-0.0024	0.0038	-0.0132
O	8.7052	7.9089	24.0085	-0.0004	0.0025	0.0024
O	2.3528	8.7116	23.989	-0.0036	0.0034	-0.0146
O	5.8435	5.081	24.0894	0.0027	-0.0098	0.0209
O	0.4744	10.6316	23.9369	-0.0025	0.0019	0.0006
Si	3.6426	10.4518	10.6039	-0.0224	0.0288	0.0358
Si	0.9659	3.2264	12.6524	0.0512	-0.0288	0.0016
Si	-2.3977	-1.9108	11.7379	-0.0069	0.0106	0.0009
Si	4.4661	1.7793	23.1246	0.0072	0.0035	0.0048
Si	-6.1937	-7.5608	17.276	0.0035	0.0045	-0.0405
Si	3.359	-11.0502	15.9192	0.0189	0.0242	-0.037
Si	1.1973	9.4322	23.0985	0.0002	-0.0071	0.005
Si	15.7626	8.4404	17.45	-0.0114	0.0021	-0.0116
Si	-1.8952	3.1499	12.6039	0.0013	-0.0087	-0.0036
Si	-1.2891	4.2985	19.1388	-0.0005	0.0053	-0.0195
Si	2.4338	0.5345	21.1265	0.0056	-0.0056	-0.0148
Si	5.0254	12.9416	14.684	-0.1024	0.0014	-0.0848
Si	10.7726	18.0563	12.0272	0.0075	0	-0.0011
Si	2.5678	0.8678	13.2088	0.0516	0.0418	0.0114
Si	7.753	11.1955	9.6296	-0.0043	0.0033	-0.0026
Si	0.253	5.9977	17.1161	0.0189	-0.0031	-0.0081
Si	5.4954	-2.3083	12.376	-0.0053	0.0033	0.004
Si	2.587	-2.8809	9.1494	-0.0227	-0.1259	-0.0325
Si	3.922	3.4613	12.1965	-0.004	-0.0478	0.0309
Si	7.9524	6.063	20.9759	-0.0042	-0.0103	-0.01
Si	7.2801	-2.4026	19.2402	-0.0067	0.0016	-0.0179
Si	10.365	5.2158	14.2459	0.0114	-0.0108	-0.0069
Si	2.3942	1.3957	18.2872	0.014	0.0048	-0.032
Si	9.7586	-2.1968	17.4095	0.0064	-0.0036	-0.0088
Si	6.645	2.9179	10.5483	-0.0368	0.0051	0.0159
Si	-3.1061	1.3828	14.5991	-0.0317	0.0129	-0.0131
Si	0.1187	1.9929	20.1184	-0.0011	-0.0018	-0.0207
Si	8.9427	-0.0198	19.181	-0.005	-0.0027	-0.0166
Si	6.6028	4.0559	23.097	-0.0037	0.0212	0.0016
Si	9.9046	7.2315	23.142	0.0048	0	0.0061
Si	7.7276	2.3597	17.5604	-0.0201	0.0027	-0.0132
Si	11.2669	5.7961	9.5246	0.0819	0.048	-0.0574
Si	6.4119	7.8029	14.8871	-0.0121	-0.0026	-0.0061
Si	4.5645	-4.7369	13.7219	-0.0072	-0.037	-0.0104
Si	3.3879	6.0799	16.7054	0.0064	-0.0081	-0.0049
Si	8.7874	-1.4989	14.704	-0.0012	0.01	0.0025
O	5.8846	7.8254	16.3946	0.0014	0.0028	0.0035
O	5.7464	-2.0494	18.7127	0.0093	-0.0024	0.0119
O	7.9269	2.2698	15.9433	0.0113	0.0007	0.0126
O	-1.7251	-1.3776	13.1454	0.0023	-0.0036	0.0059
O	7.0313	-2.5721	11.8526	0.0054	-0.0004	0.0003
O	14.6296	7.3158	17.7275	0.0017	0.0032	0.0039
O	1.2156	1.6384	21.2655	-0.0005	0.0024	0.0104
O	3.8874	13.0284	13.374	0.0335	-0.0248	0.0506
O	-2.0233	1.7482	13.4501	0.0096	0.0023	-0.0008
O	0.0619	5.7375	11.1369	0.0188	0.0109	-0.0198
O	6.2154	2.9543	17.852	0.0132	-0.0054	0.0108
O	8.5064	5.2896	19.6685	0.0027	0.0007	0.0182
O	-3.0807	-0.1813	15.003	0.0093	-0.0141	0.0024
O	-0.6234	5.4574	15.8412	-0.0053	0.0006	0.0057
O	-0.0624	7.5596	17.4746	-0.0026	0.0063	0.0044
O	-0.4344	3.0464	11.8296	-0.0182	0.0058	-0.0018
O	7.1207	-3.6046	20.3377	0.0019	-0.0042	0.0118
O	10.8393	5.1062	18.408	-0.0083	-0.006	0.0099
O	3.7838	1.0983	21.8152	-0.0058	-0.0044	-0.0001
O	-8.5821	3.4719	11.7536	-0.0345	0.0227	-0.0222
O	7.9498	0.8899	18.2308	0.0078	-0.0047	0.0107
O	10.3585	14.3834	20.3387	0.0038	-0.0034	0.0129
O	3.6543	6.3804	15.0816	-0.0031	0.0037	0.012
O	0.9346	2.0321	18.6664	-0.0074	0.0002	0.0178
O	1.8146	-5.1987	16.7771	-0.0114	0.0041	0.0026
O	6.7426	12.2458	10.3697	0.0086	-0.0073	-0.0029
O	7.7848	14.3527	11.6104	0.0095	0.0012	0.0015
O	9.5706	-3.0511	11.2176	-0.003	-0.0014	0.0028
O	12.0858	18.9517	12.331	0.0134	0.0086	-0.016
O	0.7948	4.3768	13.7963	-0.0168	0.0156	0.0073
O	-0.6174	-4.2765	13.5211	-0.0005	0.0017	0.002
O	2.7184	9.1111	10.3957	-0.0007	-0.0227	0.0044
O	1.3809	7.031	9.3925	-0.0126	0.0507	-0.0332
O	5.0833	14.1054	11.1243	0.0396	0.0114	-0.0333
O	4.7178	0.7435	15.6196	0.005	-0.0217	0.0323
O	2.7826	0.3779	19.5134	-0.0023	-0.0033	0.0202
O	4.2789	4.726	13.0989	0.0126	0.0649	0.0119
O	9.2299	6.6102	21.8072	-0.0075	-0.0055	-0.0054
O	5.6564	8.984	13.9857	0.0071	-0.0031	0.0007
O	-1.1045	0.9033	20.1686	0.0037	0.0035	0.0102
O	7.0764	4.9811	21.8295	-0.0009	0.0002	0.0228
O	-2.9448	-2.9062	14.8694	0.003	-0.0011	-0.0007
O	1.9195	-0.8754	21.767	0.0053	0.0081	-0.0014
O	-0.877	-0.8883	18.3393	0.0001	0.0028	0.0091
O	2.2471	0.6255	16.8383	-0.0094	0.0055	0.0236
O	2.7411	-0.2381	14.3755	-0.0195	-0.041	0.0239
O	5.5632	2.8839	22.6147	0.0002	0.0062	0.0056
O	8.9051	-7.6096	18.0699	0.01	0.0077	0.0113
O	3.5924	2.4901	18.0139	-0.011	-0.0079	0.0156
O	-1.0371	-1.6067	15.8705	0.0006	-0.0002	0.0028
O	2.7768	0.407	11.6908	0.0088	-0.0333	-0.0445
O	1.2626	1.7799	13.4098	-0.0484	0.0062	-0.0036
O	-7.0201	-1.3662	16.7164	0.0076	-0.0146	0.0142
O	6.396	12.7461	13.8864	0.0761	-0.0076	0.0049
O	4.8009	-7.6516	15.6076	0.0068	0.0185	0.0474
O	0.0754	8.3306	22.665	-0.0003	0.0028	0.0044
O	7.9381	-1.069	19.9469	0.0013	0.0011	0.0112
O	4.4745	-3.6329	12.4664	0.0046	0.0074	-0.0074
O	-2.6477	-2.758	17.955	-0.0034	0.0005	0.0084
O	4.9263	9.8663	11.4587	-0.0005	-0.0082	-0.0039
O	9.0832	4.3498	13.7125	0.0027	0.0047	0
O	8.5214	-0.6328	10.747	0.002	-0.0069	0.0074
O	4.3317	-6.0043	17.393	-0.0038	0.0058	0.0065
O	6.1174	-4.6091	14.2273	0.0086	0.0101	0.0041
H	12.5873	19.3987	11.6208	0.0004	-0.003	0.0098

Results
free energy: -133982.084 eV
free energy less fixed offsets of H -15.97, O -568.88, Si -635.61 eV per atom: -4.154 eV

The program warned: the cutoff lies below the one the program advises for these potential files; the exchange-correlation potential is rough where the density is thin.
